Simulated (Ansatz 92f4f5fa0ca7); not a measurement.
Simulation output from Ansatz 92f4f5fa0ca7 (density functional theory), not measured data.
Periodic cell of 254 atoms, Si144O106N4, from a study of silicon, its oxide and their interface. The atomic structure is a simulated model.

Settings
functional: r2SCAN
potential files: Ansatz norm-conserving
basis: plane waves
wave-function cutoff: 1300 eV
density cutoff ratio: 4
exchange-correlation grid ratio: 1
k mesh: 2 x 2 x 1, shifted by 0.5 0.5 0.5 of a step
self-consistency stop: 5e-08 eV per atom in the density residual
occupations: Fermi-Dirac, 0.05 eV
spin: none
net charge: 0

Cell vectors (angstrom)
a 10.888 0 0
b 0 10.888 0
c 0 0 35.8594

Atoms: element, x, y, z (angstrom)
Si -0.1598 0.2321 0.2343
Si 2.5346 3.0074 0.0678
Si 0.1186 5.0006 0.0672
Si 2.8683 7.9153 -0.0467
Si 5.7149 -0.2536 0.0949
Si 8.5532 2.414 0.3018
Si 5.1537 5.7169 -0.2307
Si 7.9941 8.4751 -0.0117
Si 1.4353 1.4138 1.438
Si 4.1055 4.1915 1.3013
Si 1.2853 6.7342 1.2416
Si 4.0712 9.468 1.3028
Si 6.8246 1.3281 1.4186
Si 9.6422 3.9572 1.6384
Si 6.8293 6.7692 1.1492
Si 9.5173 9.5321 1.4331
Si 0.1232 2.6579 2.9463
Si 2.7723 -0.0296 2.7016
Si 0.0007 8.1142 2.6783
Si 2.7036 5.474 2.6953
Si 5.438 2.7629 2.6602
Si 8.1786 -0.0045 2.815
Si 5.4751 8.105 2.6435
Si 8.1514 5.4461 2.6617
Si 1.446 4.115 4.1652
Si 4.1122 1.3688 4.0512
Si 1.3679 9.4965 4.0414
Si 4.0884 6.8084 4.052
Si 6.7992 4.0941 4.0514
Si 9.5496 1.3185 4.1853
Si 6.7899 9.486 4.0752
Si 9.516 6.7937 4.0566
Si 0.0207 -0.0641 5.4775
Si 2.7805 2.7146 5.4703
Si 0.0071 5.4603 5.4497
Si 2.7274 8.1602 5.422
Si 5.4552 0.0003 5.4281
Si 8.1605 2.7349 5.4439
Si 5.4298 5.4364 5.4275
Si 8.1675 8.1538 5.4339
Si 1.3735 1.3561 6.7907
Si 4.1095 4.0795 6.8366
Si 1.3663 6.8194 6.8221
Si 4.0703 9.5337 6.7753
Si 6.8089 1.3641 6.8124
Si 9.5308 4.0909 6.7928
Si 6.7975 6.802 6.7823
Si 9.5105 9.5027 6.8284
Si -0.0003 2.7205 8.1465
Si 2.7238 0.0006 8.1428
Si -0.0221 8.1598 8.1871
Si 2.724 5.4349 8.1902
Si 5.462 2.726 8.1956
Si 8.1669 0.0075 8.1929
Si 5.4346 8.1773 8.135
Si 8.1575 5.4419 8.1368
Si 1.3412 4.0613 9.5439
Si 4.078 1.3465 9.5115
Si 1.3191 9.5815 9.4972
Si 4.1196 6.8031 9.5246
Si 6.8318 4.104 9.5372
Si 9.5267 1.4019 9.5482
Si 6.7626 9.5391 9.5306
Si 9.4906 6.7813 9.5224
Si -0.0006 0.0661 10.9199
Si 2.7139 2.6705 10.8801
Si -0.0655 5.4074 10.8929
Si 2.696 8.1973 10.7648
Si 5.4383 0.0476 10.9204
Si 8.1701 2.7672 10.9329
Si 5.5107 5.4584 10.9264
Si 8.1025 8.1375 10.8572
Si 1.3571 1.4103 12.3617
Si 4.1459 4.0018 12.1664
Si 1.3461 6.8315 12.0837
Si 3.9866 9.5555 12.1533
Si 6.8095 1.4375 12.3123
Si 9.4795 4.1003 12.3853
Si 6.8456 6.8225 12.3744
Si 9.4354 9.5538 12.1316
Si -0.0136 2.7931 13.7778
Si 2.7118 -0.0519 13.6631
Si -0.0708 8.1771 13.3718
Si 2.7092 5.3895 13.307
Si 5.4578 2.7922 13.7389
Si 8.157 -0.0093 13.5972
Si 5.2867 8.209 13.513
Si 8.2255 5.4885 13.8898
Si 1.292 4.4669 14.8944
Si 4.2742 1.1457 14.9534
Si 1.074 9.5697 14.8216
Si 4.0946 6.5728 14.7181
Si 6.4607 4.4788 15.1669
Si 9.8084 1.0116 14.9473
Si 6.4266 9.7857 14.77
Si 9.9595 6.7468 14.9997
Si -5.1814 9.7723 19.9285
Si 1.0695 1.7327 19.3363
Si -7.8593 2.9677 17.1513
Si -12.5064 19.153 17.7794
Si 12.4997 7.0138 16.4231
Si -8.2889 18.3729 20.8896
Si 20.9716 14.8468 20.3043
Si -1.457 -10.3154 17.8347
Si 0.9312 27.3802 27.591
Si -0.6525 -3.3199 24.0453
Si 6.1563 9.9179 25.209
Si -2.2179 1.9975 27.7329
Si 3.5587 18.6379 29.7635
Si -9.9977 14.3895 25.4417
Si -4.7208 -6.6769 32.967
Si -10.4657 17.4869 19.2428
Si -2.4912 5.6818 31.4805
Si 7.7004 -8.5263 19.5743
Si 21.6246 11.375 26.1456
Si -4.376 -2.2847 17.5733
Si 10.657 -13.3164 26.866
Si -7.0871 -0.4995 23.7629
Si 15.4822 12.6251 33.8275
Si 2.242 -0.516 29.4151
Si 2.927 10.4934 20.738
Si 26.2156 20.5545 27.7894
Si 9.276 -2.6229 32.9619
Si -12.1215 -6.3451 23.4305
Si 7.04 22.5522 22.0279
Si 18.7508 -1.0242 30.767
Si 5.0791 17.8509 19.2367
Si -0.8569 10.3638 28.7358
Si 2.0617 -5.9263 30.2162
Si 13.4135 7.6842 23.9038
Si -5.9817 3.6748 30.0645
Si -4.9095 5.302 27.5028
Si 7.4281 -7.2775 25.4773
Si 8.8143 10.0657 24.0449
Si -8.4107 -10.0426 31.9786
Si -5.4031 1.6048 24.4846
Si -1.8087 -6.7057 33.8265
Si 5.7641 -6.7278 18.1265
Si 1.1601 9.5076 33.7004
Si 11.4339 -7.7082 31.9781
Si -0.6326 3.9247 29.5833
Si 17.0722 0.8871 29.4844
Si 3.2512 -5.5589 25.9342
Si 17.336 -3.5946 29.7288
O 2.1581 -2.4002 34.4626
O 13.0087 14.7229 16.1438
O 5.5637 -5.6958 34.1357
O -6.8762 -2.7372 28.2415
O 5.1076 0.4442 34.6297
O -14.6215 6.1991 30.647
O 5.4238 4.25 31.5087
O 4.0188 6.8586 35.3282
O 3.1144 7.391 22.4153
O 10.2386 3.3905 33.0305
O 11.4421 -0.3492 34.7707
O 5.2026 -1.5091 26.3949
O -2.5954 4.0391 24.172
O 9.9496 16.1798 34.6868
O 6.8286 20.4406 35.443
O -10.8991 0.9352 18.4467
O 0.0742 -0.1086 15.2803
O 6.2998 -0.9337 18.4327
O 6.6921 4.1878 16.7688
O 3.6156 6.7382 19.8677
O -9.4417 6.6544 17.9854
O 7.6509 -1.5185 24.9817
O 9.3501 -1.0221 17.6314
O 5.1963 18.5516 17.7561
O -2.1099 3.538 19.4625
O 9.2179 1.3621 16.4254
O -10.9556 8.7339 32.9988
O -15.978 16.4029 19.0435
O 5.4308 10.9462 15.3588
O 7.7782 7.81 18.1931
O 20.0396 -0.3665 30.0584
O 5.6776 19.0389 20.2166
O -1.2027 4.2678 21.8351
O 18.4836 12.8642 21.1255
O -11.1731 -5.7079 19.396
O 0.5563 -1.0173 26.4196
O -4.5927 2.9094 19.0026
O 13.9165 -11.2925 27.9838
O 2.12 2.4772 18.3723
O 8.236 1.0642 18.7861
N -11.9475 11.6329 27.597
O -3.5102 12.3845 28.5701
N 11.4401 16.8306 15.4931
O 2.8465 9.2181 24.3671
O -0.6389 -3.1106 18.9555
O -3.668 4.7759 26.5946
O -9.9532 7.5415 23.8342
O -2.7012 -10.7208 22.9542
O 0.315 13.677 20.2918
O 14.0092 6.5614 24.8917
O 17.2594 -4.1561 28.1948
O 2.4789 25.7555 25.3424
O 4.2293 3.8912 17.698
O -1.0815 11.0381 24.8686
O 16.3385 10.573 28.6801
O 12.0606 28.5558 20.6596
O -7.2633 1.6953 16.3437
O -5.0511 -19.0541 33.5446
O -13.0521 8.0353 34.464
O 5.3094 5.6249 15.2205
O -1.3348 7.5625 16.3516
O -4.1146 0.1726 30.8274
O 2.5184 -5.2478 27.3307
O 3.1642 -4.0669 16.0314
O -1.2993 1.2859 35.5923
O 5.2989 -1.1679 23.8305
O -0.9874 -3.0632 25.6036
O 2.0069 -22.3294 32.6234
O 20.4691 8.8459 23.291
O 3.311 14.8377 29.9651
O -12.4438 3.3004 28.4378
O -21.5284 -17.174 26.4901
O -5.0066 1.45 22.922
O 4.2799 21.4139 19.8697
O 6.562 21.3482 21.0781
O 23.1174 19.4962 16.1352
O 34.0807 15.4267 31.6685
O 26.9905 2.0928 29.9268
O 2.7713 -1.817 30.2459
O 3.9572 11.8421 24.5459
O 8.2697 13.3406 26.2346
O -8.3836 0.7568 30.3698
O 12.2194 -6.8819 35.3899
O 0.5546 -3.7017 27.4981
O 6.3434 0.6213 25.4429
O 12.7672 0.7095 20.2682
O 6.9101 8.9318 16.0617
O 0.6928 12.7834 25.8345
O -1.2562 -1.9274 28.0102
O 2.6214 17.369 30.0949
O 15.6745 5.265 26.4024
O -12.1174 6.1519 23.5834
O 0.6736 -22.4201 29.2021
O 16.8319 24.8499 24.9902
O 1.471 1.9885 32.5038
O 8.1962 3.284 34.8373
N -3.0538 15.558 32.7467
O 5.0001 -3.3956 30.446
O -3.5894 -13.1173 29.8407
O 16.5124 -17.4131 28.7814
O 8.3061 9.3424 32.2294
O -12.5283 -4.0007 32.1352
O 3.291 -11.0499 22.2846
O -0.0988 2.7345 30.5521
O 10.9567 -7.0926 24.0688
N 11.6342 15.7189 29.0944
O 3.9688 1.2257 32.4421
O 3.3874 2.4361 34.663
O 2.3141 -1.8626 20.5134
O 9.3606 4.9082 30.4794

Results
free energy: -67329.976 eV
free energy less fixed offsets of N -289.75, O -463.61, Si -117.95 eV per atom: -43.516 eV
pressure: -0.04 GPa
stress xx, yy, zz, yz, xz, xy (GPa, positive in tension): -0.43, 0.63, -0.08, 0.27, -0.37, 0.52

Forces (eV/angstrom), in the order of the atoms: element, x, y, z
Si -0.0097 0.0154 0.126
Si -0.0216 0.0015 0.1166
Si 0.0667 0.0242 0.114
Si 0.0206 -0.0403 0.1131
Si 0.0421 -0.035 0.112
Si 0.0022 -0.0528 0.1055
Si -0.0153 0.0196 0.1464
Si -0.027 0.0296 0.1361
Si -0.0068 0.0036 0.0068
Si 0.0047 -0.006 -0.0101
Si 0.0111 0.0151 -0.0034
Si 0.0022 -0.0092 0.0126
Si -0.0037 0.0054 -0.0152
Si 0.0122 -0.005 -0.0005
Si 0.0188 -0.0103 -0.002
Si 0.0035 0.0019 -0.011
Si 0.0014 -0.0105 0.0209
Si -0.0014 -0.002 0.005
Si 0.0229 0.0108 -0.0108
Si 0.0149 0.0033 0.013
Si -0.0177 -0.018 0.0091
Si 0.0053 -0.0032 0.0143
Si -0.0122 -0.0061 0.0213
Si -0.0136 0.0149 0.0057
Si 0.008 0.0064 0.0055
Si -0.0035 0.0143 -0.0006
Si -0.0177 0.0003 -0.0039
Si -0.0177 -0.0032 -0.0106
Si 0.0004 -0.0004 0.0012
Si 0.0045 0.0018 0.0054
Si -0.007 0.0004 -0.0086
Si 0.0119 -0.0019 -0.0025
Si 0.0171 0.0022 0.005
Si -0.0122 -0.0099 0.0097
Si -0.0061 -0.0067 0.0034
Si 0.0182 0.0143 0.0017
Si -0.0001 -0.0098 0.0065
Si 0.012 -0.0134 0.0104
Si -0.009 0.0127 -0.0021
Si -0.0055 0.0054 -0.0003
Si -0.0016 -0.0016 -0.0047
Si -0.002 -0.0121 -0.0039
Si 0.0049 0.0046 0.0059
Si -0.0155 -0.0112 -0.0034
Si 0.0005 -0.0079 0.0054
Si 0.0109 0.0109 -0.0036
Si -0.0079 0.005 -0.0047
Si 0.007 0.0009 -0.0042
Si -0.0023 -0.0109 0.0142
Si 0.0043 0.0015 0.0051
Si -0.0122 0.0096 0.0024
Si 0.0051 -0.015 -0.0013
Si -0.0075 0.018 -0.0021
Si 0.015 0.0013 0.0002
Si 0.0109 0.0053 0.0086
Si 0.01 0.0004 0.003
Si -0.011 0.0124 -0.0052
Si 0.0046 -0.0111 0.0099
Si -0.0113 0.0143 0.002
Si 0.0077 -0.0025 -0.0109
Si 0.0059 -0.0225 -0.0023
Si 0 0.0013 -0.0093
Si -0.0121 0.0192 -0.0103
Si 0.0098 -0.0145 -0.001
Si -0.0054 -0.0003 0.0017
Si 0.0127 -0.0139 -0.0002
Si -0.0037 -0.0049 0.0104
Si -0.004 -0.0022 0.0187
Si 0.011 -0.0029 -0.0063
Si 0.0052 -0.0035 -0.0045
Si -0.0012 0.0035 -0.0046
Si 0.003 0.0162 -0.0095
Si 0.0225 -0.0055 -0.0331
Si 0.0109 0.0052 -0.0041
Si -0.0312 -0.0141 -0.0447
Si -0.0107 -0.007 -0.0102
Si -0.0034 -0.0102 -0.0254
Si -0.0067 -0.002 -0.021
Si -0.0198 -0.0124 -0.0255
Si 0.0076 0.0179 -0.0025
Si -0.0226 0.0463 0.0056
Si 0.0025 0.0003 -0.0054
Si 0.0189 -0.0069 -0.0152
Si -0.0079 0.008 -0.0426
Si -0.0169 -0.0188 -0.0131
Si 0.0017 -0.0249 -0.0018
Si 0.0013 0.0095 -0.0078
Si 0.0449 -0.0105 0.0212
Si -0.05 -0.0018 -0.0416
Si 0.0103 -0.0132 -0.0874
Si -0.007 0.0027 -0.0704
Si 0.0176 -0.0014 -0.0676
Si 0.0002 0.0002 -0.1006
Si 0.0392 0.0017 -0.0825
Si -0.0079 0.0562 -0.0858
Si 0.0423 -0.0469 -0.077
Si -0.0029 -0.0681 -0.183
Si 0.003 0.0083 -0.1953
Si 0.0187 0.0225 -0.1677
Si 0.0586 -0.014 -0.1593
Si -0.0582 -0.0021 -0.1232
Si -0.006 -0.0166 -0.2123
Si 0.064 -0.0124 -0.1885
Si 0.026 -0.0404 -0.1287
Si -0.0101 -0.0265 0.1063
Si 0.0214 -0.0332 -0.0573
Si -0.0179 -0.0056 -0.0316
Si -0.0287 0.0338 0.1393
Si -0.016 -0.0124 0.1133
Si -0.0303 0.0218 -0.0153
Si -0.0541 -0.0189 0.276
Si 0.0106 0.0519 -0.2233
Si -0.018 -0.0016 0.2085
Si -0.0033 -0.0143 -0.2157
Si -0.0161 -0.0073 0.0487
Si 0.0238 -0.0052 -0.1587
Si -0.0213 0.0194 0.0798
Si -0.036 0.0067 -0.1909
Si -0.0139 0.008 0.2152
Si 0.0212 0.0415 0.1495
Si -0.0335 0.0125 -0.2062
Si -0.0367 -0.0002 0.1058
Si 0.0468 -0.0164 0.2663
Si 0.0201 -0.0045 -0.1921
Si -0.0171 -0.0077 -0.2401
Si 0.0054 -0.0599 0.1899
Si 0.0391 -0.0042 -0.1403
Si -0.0001 0.0013 0.1443
Si 0.0003 -0.0321 0.1464
Si 0.0489 0.0148 -0.1555
Si -0.0121 0.0422 0.203
Si -0.0066 0.0232 0.1332
Si 0.0344 0.0212 0.0269
Si -0.0358 0.0378 -0.0762
Si 0.0288 -0.0013 0.1977
Si -0.0173 -0.019 -0.0859
Si 0.0008 -0.0067 0.1993
Si -0.0292 0.0101 -0.1629
Si -0.0146 -0.0248 0.2056
Si -0.0371 -0.0223 0.2039
Si -0.0206 0.0083 0.1523
Si -0.0203 0.0213 0.1402
Si 0.0081 0.0198 0.0454
Si 0.0393 -0.0278 0.1394
O -0.0335 0.0349 -0.1353
O 0.0204 -0.0208 0.1017
O 0.037 -0.0215 -0.2194
O 0.021 0.017 -0.0513
O -0.0374 0.0424 -0.1325
O -0.0457 0.0484 -0.0855
O -0.0393 -0.0068 -0.1748
O -0.0072 0.0065 -0.056
O 0.0001 0 0.1553
O 0.0917 -0.0057 -0.0917
O 0.0423 -0.0276 -0.1264
O 0.0299 0.0047 -0.0289
O -0.0315 -0.0028 0.041
O -0.0647 -0.0102 -0.1454
O -0.0038 0.0097 -0.0727
O 0.0169 0.0164 0.0651
O -0.0261 0.024 0.0429
O -0.0255 0.0306 0.0839
O 0.0002 -0.0065 0.1253
O -0.0471 0.0106 0.0731
O -0.0247 -0.017 0.1276
O -0.0004 -0.0087 0.0237
O -0.0194 0.0291 0.0426
O -0.0239 0.0009 0.077
O 0.0175 0.0114 0.0544
O -0.0165 0.0151 0.1118
O -0.0295 -0.006 -0.0894
O -0.0115 0.0033 0.0592
O 0.0017 -0.0029 0.0478
O -0.0323 -0.0098 0.0639
O 0.0529 0.0407 -0.1099
O -0.0123 0.0188 0.0788
O -0.0283 0.0183 0.1857
O -0.0222 -0.0472 0.1335
O -0.0316 -0.0517 0.0817
O -0.0139 0.0234 -0.0122
O 0.0367 -0.0396 0.0866
O 0.0151 -0.0041 -0.0603
O -0.0429 -0.022 0.1157
O -0.0576 0.0507 0.108
N 0.025 -0.0233 -0.0807
O 0.0267 0.0234 -0.0473
N 0.0419 0.0369 0.1326
O -0.0181 0.0064 0.0635
O 0.0198 -0.0201 0.0899
O 0.0179 -0.0165 -0.0572
O -0.031 -0.0031 0.0414
O 0.0354 -0.0366 0.093
O -0.0426 0.0528 0.0749
O -0.001 -0.0155 0.0308
O -0.0111 -0.0085 -0.0768
O 0.0089 -0.0313 -0.0277
O 0.0387 0.0049 0.0819
O 0.0171 -0.0117 -0.0084
O -0.0259 -0.0254 -0.0558
O 0.0291 0.0046 0.0866
O -0.0164 0.0067 0.1008
O 0.0442 0.007 -0.1039
O 0.0301 -0.0132 -0.1878
O 0.0507 -0.0296 0.0461
O -0.0027 0.0412 0.123
O -0.0111 0.0024 -0.0757
O 0.0029 0.007 -0.0544
O -0.0183 0.008 0.0761
O -0.0015 -0.0112 -0.0579
O 0.0158 -0.0141 0.0338
O -0.0304 -0.0163 -0.0027
O 0.0274 0.0382 -0.1247
O 0.0036 0.0096 0.0135
O 0.0163 0.0024 -0.0481
O -0.0345 -0.0283 -0.0655
O 0 -0.0069 -0.047
O -0.0396 0.0305 0.1106
O -0.0287 0.0117 0.0648
O 0.0453 0.0746 0.125
O 0.0061 -0.0087 0.0823
O 0.0351 0.0394 -0.1026
O 0.0029 -0.0448 -0.0759
O 0.0139 0.0267 -0.0602
O 0.0087 0.016 0.0429
O -0.0054 -0.0036 -0.0415
O 0.0011 -0.0467 -0.115
O 0.0033 0.0077 -0.0721
O 0.0078 0.0222 -0.0387
O 0.0235 0.0072 0.03
O 0.0388 -0.0517 0.1065
O 0.007 -0.0409 0.1455
O 0.0258 0.0081 -0.0129
O -0.005 -0.0287 -0.0604
O -0.0016 -0.0041 -0.0316
O -0.0082 -0.0129 -0.048
O -0.007 0.0236 0.0493
O -0.0429 -0.0093 -0.06
O 0.0039 0.0167 0.0075
O -0.0242 0.0174 -0.0762
O -0.0109 0.0404 -0.1408
N 0.0039 0.0791 -0.0876
O -0.0002 0.0076 -0.0344
O -0.033 -0.0249 -0.0659
O 0.0293 0.0206 -0.0955
O -0.0596 0.0533 -0.1253
O -0.02 -0.0545 -0.1285
O 0.0428 -0.009 0.1748
O -0.0161 0.0057 -0.098
O 0.025 -0.0115 0.0525
N -0.0178 0.0202 -0.099
O -0.0408 -0.0112 -0.1299
O 0.0548 -0.0497 -0.1314
O 0.0124 0.0005 0.0601
O 0.0421 -0.0428 -0.1177
